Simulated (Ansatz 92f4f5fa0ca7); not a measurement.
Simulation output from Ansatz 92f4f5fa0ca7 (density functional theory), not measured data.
Periodic cell of 226 atoms, Si133O92As1, from a study of silicon, its oxide and their interface. The atomic structure is a simulated model.
Doubt: the cutoff is far below the 930 eV that the study's wrapper takes by default for these files, so forces and energies are approximate.

Settings: functional PBE; potential files Ansatz PAW; basis plane waves; wave-function cutoff 580 eV; density cutoff ratio 5; exchange-correlation grid ratio 1; k mesh 1 x 1 x 1, Gamma-centred; self-consistency stop 5e-08 eV per atom in the density residual; occupations fixed; spin none; net charge +1 e, with a uniform compensating background and no finite-size correction.

Cell vectors (angstrom)
a 10.938 0 0
b 0 10.938 0
c 0 0 31.9494

Atoms: element, x, y, z (angstrom)
Si 10.6158 0.0039 24.4015
Si 5.0821 0.1305 24.6607
Si 2.8165 2.3077 24.5325
Si 8.5725 2.4393 24.559
Si 10.7097 5.5919 24.3271
Si 5.1529 5.6195 24.4457
Si 2.9925 7.9569 24.3904
Si 8.4098 7.837 24.4097
Si 1.2635 1.1487 25.8221
Si 6.8154 1.3396 25.7384
Si 3.9887 4.0164 25.7306
Si 9.6904 4.0228 25.8448
Si 1.3565 6.7796 25.6569
Si 6.8032 6.719 25.7417
Si 4.0235 9.446 25.942
Si 9.4568 9.4628 25.7877
Si 2.6637 -0.1037 27.2245
Si 8.1287 -0.0554 27.147
Si 0.0857 2.6776 27.2142
Si 5.4545 2.7294 27.1098
Si 2.6742 5.408 27.1104
Si 8.1976 5.3735 27.1281
Si -0.0326 8.1131 27.073
Si 5.5356 8.1425 27.1826
Si 4.0968 1.3401 28.5008
Si 9.539 1.3339 28.4823
Si 1.4057 4.0724 28.5755
Si 6.8128 4.067 28.5275
Si 4.0976 6.765 28.4623
Si 9.5602 6.7782 28.486
As 1.2891 9.4761 28.6472
Si 6.8303 9.5432 28.5715
Si -0.0825 0.0519 29.9861
Si 5.4631 -0.0081 29.896
Si 2.7836 2.7335 29.9029
Si 8.1902 2.7098 29.8815
Si -0.0109 5.4361 29.8871
Si 5.4609 5.4548 29.8939
Si 2.8013 8.0996 29.9613
Si 8.2245 8.1852 29.8788
Si 1.3976 1.3951 31.2708
Si 6.8271 1.3732 31.266
Si 4.1241 4.0884 31.2844
Si 9.5516 4.0912 31.2595
Si 1.3457 6.8061 31.2811
Si 6.8382 6.8482 31.2502
Si 4.1036 9.5833 31.2781
Si 9.5515 9.5376 31.2957
Si 2.7397 0.0177 0.6998
Si 8.2029 0.0193 0.6738
Si 0.0108 2.7578 0.6879
Si 5.4891 2.7515 0.7152
Si 2.7447 5.465 0.6829
Si 8.2103 5.4969 0.6744
Si 0.0234 8.2208 0.7178
Si 5.4853 8.2262 0.6952
Si 4.1076 1.3892 2.0785
Si 9.6023 1.3585 2.0381
Si 1.3602 4.1509 2.0661
Si 6.8504 4.1589 2.0558
Si 4.0959 6.8525 2.0424
Si 9.5814 6.8466 2.0719
Si 1.3783 9.6223 2.077
Si 6.8439 9.6352 2.0554
Si 0.0257 0.0394 3.4858
Si 5.4818 0.0381 3.4698
Si 2.7042 2.7729 3.4081
Si 8.2662 2.7848 3.3289
Si 0.0288 5.5217 3.4948
Si 5.469 5.5324 3.4349
Si 2.7351 8.2373 3.398
Si 8.2459 8.3001 3.3832
Si 1.3688 1.4548 4.8486
Si 6.9125 1.4792 4.7282
Si 4.056 4.1551 4.7616
Si 9.5986 4.0781 4.7879
Si 1.3637 6.9749 4.8484
Si 6.8406 6.9913 4.7327
Si 4.0912 9.5697 4.7942
Si 9.6212 9.5768 4.8448
Si 2.7588 0.0375 6.1366
Si 8.2975 0.1226 6.093
Si 0.0157 2.7958 6.3115
Si 5.5126 2.8393 6.0701
Si 2.7545 5.5942 6.1434
Si 8.2527 5.5973 5.9625
Si 0.0469 8.3049 6.3762
Si 5.4994 8.3016 6.2246
Si 4.4255 1.1793 7.3231
Si 9.8109 1.1457 7.6282
Si 1.1795 4.4964 7.5037
Si 6.6414 4.5393 7.2491
Si 4.3271 6.7026 7.5411
Si 9.7294 6.6075 7.5067
Si 1.2811 9.9387 7.698
Si 6.7228 9.9639 7.4043
O 9.5768 1.2419 23.9537
O 4.1068 6.8072 23.9185
O 3.9872 1.226 24.0499
O 9.5556 6.728 23.9033
O -0.0288 5.5346 8.0168
O 5.5745 0.125 7.9083
O 0.0712 0.0838 8.1497
O 5.5357 5.6083 7.8859
O 7.5921 3.9368 8.4338
O 8.7314 7.0351 8.7736
O 2.18 9.4532 9.0366
O 8.894 1.6633 8.9338
O 7.6183 9.4594 8.6996
O 3.604 1.8079 8.597
O 3.5839 7.2175 8.9465
O 2.064 3.9989 8.8165
O 8.1426 3.5041 23.3637
O 0.4473 4.9476 22.9381
O 1.9166 2.7689 23.2348
O 5.8271 4.9106 23.1139
O 5.5316 10.017 23.4822
O 2.4462 8.7027 23.0132
O 0.1854 10.0713 23.0707
O 7.7819 8.5731 23.062
Si 8.6574 7.7005 18.4394
Si 8.7839 6.3584 13.632
Si 3.7907 1.5405 14.7414
Si 2.1375 5.7558 17.6212
Si 2.4159 3.1517 19.483
Si 9.8121 9.032 12.0825
Si 1.3321 9.4283 22.0669
Si 9.1679 0.9651 13.2012
Si 1.4201 5.0533 13.0253
Si 1.7923 8.2535 12.8178
Si 6.6554 9.5621 22.4142
Si 4.5275 4.6022 15.7096
Si 8.2072 3.0054 9.5903
Si 0.8402 8.2538 19.2545
Si 6.9589 1.3557 21.0883
Si 8.2275 8.3076 9.6766
Si 10.8906 5.2061 15.605
Si 7.5665 9.5006 16.3202
Si 9.9358 2.0679 20.2975
Si 3.2165 8.5077 9.9158
Si 6.6965 3.3529 17.4104
Si 1.1661 0.2183 19.7957
Si 3.2317 2.8127 12.3029
Si 7.2174 5.3975 19.6865
Si 5.7468 8.6652 11.5475
Si 5.785 6.0671 13.1988
Si 4.6315 9.7084 17.625
Si 1.0262 3.6123 22.1668
Si 4.8995 1.4897 18.7996
Si 3.1932 3.0683 9.5216
Si 6.4465 10.8187 13.7939
Si 10.3456 0.1188 15.9769
Si 5.661 3.6454 11.1609
Si 9.839 3.897 11.9064
Si 2.3388 9.9244 15.5483
Si 6.0744 8.1254 19.7973
Si 6.9365 3.9763 22.3771
Si 9.758 2.7829 17.3683
O 7.1937 6.3745 13.974
O 1.8818 7.0665 18.6701
O 10.2957 4.0389 16.5271
O 6.1641 9.962 17.0554
O 10.1401 0.7042 14.4742
O 8.4458 6.1193 18.8594
O 5.1653 0.6835 14.4362
O 5.7211 2.0579 17.5194
O 8.3505 1.9586 20.5477
O 1.9914 4.3057 18.3936
O 6.9646 2.7894 10.651
O 4.8678 2.7015 12.2289
O 6.0306 4.3977 16.3476
O 4.5624 3.9027 9.9436
O 10.696 2.7793 21.5563
O 9.7213 6.1585 14.967
O 6.0071 6.4897 19.8406
O 4.0839 0.1746 18.2833
O 9.2559 10.5541 12.2779
O 2.8521 4.3586 12.7023
O 1.9142 10.711 21.2012
O 3.994 2.7293 19.3772
O 0.7251 10.0431 15.9643
O 1.2724 9.8121 18.8283
O 1.7123 1.6725 19.2653
O 8.9367 10.392 16.5059
O 4.8706 8.5819 18.789
O 9.5721 8.7543 10.4902
O 6.7437 4.0903 18.8592
O 2.8343 1.7235 13.4172
O 5.8241 8.7797 21.2584
O 2.5407 2.4354 10.8814
O 7.6171 4.8538 21.1736
O 5.2077 7.4726 12.5545
O 0.4302 9.067 12.5013
O 7.5751 1.0576 13.5776
O 7.1079 9.6351 14.7482
O 8.9765 5.0327 12.6942
O 8.0894 8.0366 16.9108
O 6.2207 2.5722 21.9088
O 2.4538 9.067 14.1133
O 0.4225 4.4872 11.8632
O 0.8162 8.3227 20.9262
O 9.3844 3.8231 10.3512
O 9.6526 2.3865 12.5395
O 7.6194 8.5661 19.3905
O 2.5527 8.1686 11.3709
O 3.978 3.0587 15.3841
O 0.8339 4.4863 14.4371
O 10.0588 3.0092 18.9586
O 9.1415 7.8056 12.949
O 10.5143 0.5462 20.075
O 6.0308 5.0345 11.935
O 8.1573 2.7538 17.0184
O 3.5371 5.4874 16.7252
O 4.6677 9.1279 10.3878
O 1.5284 6.6743 13.1821
O 4.7589 5.4852 14.3413
O 2.0472 3.8667 20.9107
O 10.5477 1.4124 16.9544
O 0.949 6.0787 16.5458
O 7.3541 10.9501 21.9174
O 5.9346 0.9228 19.9161
O 6.0636 10.0239 12.4106
O 2.8425 0.5469 15.6094
O 7.0536 8.0105 10.7836
O 10.2428 8.0212 18.6841
O 3.4425 9.2 16.5801

Results
free energy: -141734.059 eV
free energy less fixed offsets of As -4856.12, O -568.88, Si -635.61 eV per atom: -4.849 eV

Forces (eV/angstrom), in the order of the atoms: element, x, y, z
Si -0.0135 0.0137 -0.3735
Si -0.0157 0.0246 -0.2263
Si 0.0005 -0.013 -0.2718
Si -0.0387 0.054 -0.2949
Si -0.0507 -0.0718 -0.2629
Si 0.0431 -0.0512 -0.3439
Si 0.0001 0.006 -0.3388
Si -0.0342 -0.0474 -0.2937
Si 0.0207 -0.0177 0.0716
Si -0.0167 0.0092 -0.0228
Si 0.0171 -0.0469 -0.0118
Si 0.0122 0.0835 -0.0038
Si 0.0509 0.0541 0.0219
Si 0.0611 0.0186 0.038
Si -0.039 0.0144 0.0457
Si 0.0769 0.0063 0.0532
Si -0.0391 -0.0741 0.1566
Si 0.0031 -0.0213 -0.0112
Si -0.0006 -0.0664 -0.0018
Si 0.0296 0.0292 -0.0262
Si -0.0525 0.0507 -0.0365
Si -0.0302 -0.0332 -0.0539
Si 0.092 0.1226 0.0743
Si -0.0455 -0.0096 -0.0128
Si -0.0505 -0.059 0.0256
Si 0.0011 0.0695 0.0742
Si -0.1052 0.0202 -0.0658
Si -0.0119 0.0042 -0.0116
Si 0.0329 0.0663 0.0952
Si -0.0783 -0.0198 0.0956
As 0.0459 0.0881 -0.1414
Si -0.016 0.0106 -0.0682
Si 0.0596 -0.1555 -0.0963
Si -0.0534 0.0533 0.0238
Si 0.0455 -0.1424 0.0152
Si 0.0074 0.0021 0.0097
Si -0.0025 0.042 0.0337
Si 0.0465 -0.0242 0.0206
Si -0.1065 0.0435 -0.0967
Si 0.0627 -0.1017 0.0156
Si 0.0071 0.0152 0.019
Si -0.0013 0.013 -0.0135
Si 0.0235 0.0629 0.0155
Si -0.0096 -0.0414 -0.0106
Si -0.0243 0.0082 0.0294
Si -0.0375 0.0112 -0.0062
Si -0.0037 0.0094 0.0185
Si 0.0047 -0.0022 0.0429
Si 0.0446 0.0308 -0.0399
Si 0.0022 0.0383 0.0011
Si -0.0368 0.0169 0.0146
Si 0.0204 -0.0262 0.0262
Si 0.0287 -0.0224 0.0038
Si 0.0009 -0.0034 -0.0112
Si -0.0043 -0.0448 0.0131
Si 0.0322 -0.0446 0.0214
Si 0.0029 0.0179 0.0287
Si 0.0889 -0.0292 -0.0243
Si -0.0648 0.0218 0.0091
Si -0.0738 0.0394 -0.0239
Si 0.0112 0.051 -0.0285
Si 0.0341 0.0199 0.037
Si -0.0741 0.0006 -0.0063
Si -0.103 0.0053 0.002
Si -0.0298 -0.0004 -0.0672
Si 0.0235 0.0315 -0.0697
Si 0.1059 -0.0176 0.0265
Si -0.083 -0.0248 0.1776
Si -0.0538 -0.0318 -0.1033
Si 0.0483 -0.0497 -0.0104
Si 0.0593 -0.0153 0.0664
Si -0.0346 -0.1557 0.0735
Si 0.0473 0.0338 0.0452
Si 0.0561 0.0579 -0.0224
Si -0.0076 -0.0168 -0.0167
Si 0.0112 -0.0133 0.001
Si 0.0578 0.0314 0.0359
Si 0.0317 0.0643 -0.0291
Si 0.0018 -0.0339 0.0068
Si 0.0063 0.0185 0.0387
Si -0.0376 -0.0201 -0.0365
Si -0.0093 0.0148 -0.0391
Si -0.0262 -0.0094 -0.0174
Si 0.0073 0.0051 -0.0439
Si -0.0117 -0.0125 -0.0409
Si 0.0062 0.0059 -0.0464
Si -0.0139 -0.0184 -0.0167
Si -0.0002 -0.0168 -0.0349
Si -0.0071 0.0163 0.2537
Si -0.0298 0.0054 0.2142
Si 0.0342 0.0156 0.2537
Si 0.0127 -0.0358 0.2158
Si -0.0229 0.0108 0.2639
Si -0.0363 -0.0048 0.2294
Si 0.0441 0.0135 0.2818
Si 0.0238 -0.0188 0.2532
O 0.0232 -0.0349 0.1851
O -0.0322 0.009 0.171
O 0.0649 0.0496 0.0679
O -0.0376 -0.0381 0.086
O 0.0163 0.0209 -0.115
O -0.0126 0.011 -0.1248
O 0.0155 0.0019 -0.1218
O -0.0135 0.026 -0.1131
O -0.0896 0.1131 -0.2794
O 0.0902 -0.0858 -0.2688
O -0.1294 0.0871 -0.2873
O 0.0931 -0.0906 -0.2387
O -0.0848 0.1085 -0.2666
O 0.0622 -0.1043 -0.2467
O 0.0559 -0.087 -0.2586
O -0.1206 0.0854 -0.257
O 0.1217 -0.1003 0.3053
O -0.071 0.1597 0.3191
O 0.1278 -0.1335 0.3733
O -0.1217 0.1137 0.2984
O -0.1693 0.0832 0.3703
O 0.1249 -0.1255 0.3586
O -0.1193 0.1154 0.3718
O 0.1524 -0.1121 0.3242
Si 0.0031 0.0101 -0.181
Si -0.0006 -0.0043 0.0655
Si 0.0065 -0.0102 0.025
Si 0.0214 0.0106 -0.1689
Si 0.0556 -0.0063 -0.3148
Si 0.0214 0.0206 0.2207
Si -0.0081 0.0011 -0.5677
Si -0.0072 -0.0021 0.0876
Si -0.0043 0.0149 0.0881
Si -0.0428 -0.0047 0.181
Si -0.0239 0.0308 -0.5393
Si -0.0037 -0.015 -0.0328
Si 0.0044 0.0555 0.3956
Si -0.0067 -0.0771 -0.3085
Si -0.0219 0.0073 -0.3777
Si 0.0127 0.0269 0.4076
Si -0.0109 0.0058 -0.04
Si 0.0138 0.031 -0.0701
Si -0.0086 -0.0176 -0.3554
Si 0.0708 0.0149 0.4081
Si 0.0033 -0.0029 -0.1631
Si -0.0196 0.0197 -0.2892
Si 0.0033 0.0095 0.2015
Si -0.0167 0.0302 -0.341
Si -0.002 0.022 0.2472
Si 0.0047 0.0034 0.1235
Si -0.0018 0.006 -0.1692
Si -0.0321 -0.0715 -0.5618
Si -0.0388 -0.0022 -0.2296
Si 0.0735 0.0299 0.3848
Si 0.005 0.0279 0.0782
Si 0.0043 -0.021 -0.0531
Si -0.0027 0.0416 0.2492
Si 0.0351 0.0119 0.2302
Si -0.0111 0.0205 -0.0314
Si 0.0047 -0.0462 -0.3451
Si 0.0104 -0.0376 -0.4906
Si -0.0063 -0.0064 -0.192
O -0.0102 0.0012 -0.0274
O -0.033 0.0629 0.1039
O -0.0103 -0.0254 0.0511
O -0.0315 -0.0052 0.0518
O -0.0046 0.0044 -0.0141
O -0.0273 -0.0339 0.087
O 0.0062 -0.0027 -0.0147
O -0.0222 -0.0255 0.0853
O -0.0571 -0.0168 0.1339
O 0.0031 -0.0818 0.1288
O 0.0711 -0.0153 -0.151
O 0.0217 0.0179 -0.0947
O 0.0219 -0.0143 0.0469
O -0.0674 -0.009 -0.1712
O 0.087 0.0848 0.2315
O -0.0029 0.0015 -0.0086
O -0.0017 -0.0034 0.1021
O -0.0003 0.0352 0.0787
O 0.0054 -0.0386 -0.0658
O 0.0196 -0.0256 -0.0535
O 0.0074 -0.0835 0.2503
O -0.0283 0.0145 0.09
O 0.0003 -0.0031 0.02
O 0.0005 0.0275 0.1194
O -0.0195 -0.0218 0.092
O -0.0065 -0.0064 0.0225
O 0.046 -0.0407 0.1375
O -0.0622 -0.035 -0.2057
O 0.0208 0.0523 0.1477
O -0.0028 0.0177 -0.0658
O 0.0419 0.0933 0.3055
O 0.0019 0.0146 -0.2112
O -0.0211 -0.0949 0.2988
O 0.002 0.0414 -0.0795
O -0.0082 0.0034 -0.059
O 0.0086 0.0029 -0.0273
O -0.0017 -0.0018 -0.0022
O 0.0097 -0.0341 -0.0647
O 0.0173 -0.0326 0.0858
O -0.0017 0.0831 0.1832
O -0.0008 -0.0159 -0.045
O -0.0202 -0.0147 -0.0704
O 0.031 0.068 0.2951
O -0.0672 -0.0374 -0.2044
O 0.0035 0.0402 -0.075
O -0.0558 0.0132 0.1203
O 0.0603 0.0194 -0.2245
O 0.0027 0.0088 0.0022
O 0.0031 0.0042 -0.0189
O 0.0107 -0.0345 0.2003
O 0.0088 0.0365 -0.0664
O -0.0103 0.0058 0.1073
O -0.0007 -0.0515 -0.1019
O -0.0016 0.0018 0.0492
O -0.0312 0.0106 0.0527
O -0.0697 -0.0016 -0.1533
O 0.0103 0.016 -0.0401
O 0.0069 0.0067 -0.0253
O -0.0869 0.0328 0.2899
O -0.0019 0.0301 0.0593
O 0.0279 0.0038 0.0579
O -0.0086 -0.1083 0.1932
O 0.0976 -0.0116 0.1974
O -0.0157 -0.0523 -0.1004
O 0.002 -0.0025 0.0057
O 0.0759 -0.0028 -0.1661
O 0.0491 0.0138 0.0817
O 0.027 -0.0039 0.0532

The program warned: the cutoff lies below the one the program advises for these potential files; the forces do not sum to zero within the program's tolerance; the exchange-correlation potential is rough where the density is thin.
